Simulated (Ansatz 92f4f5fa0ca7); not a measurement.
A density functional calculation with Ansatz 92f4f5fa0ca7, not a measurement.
Periodic cell of 215 atoms, Si132O82B1, from a study of silicon, its oxide and their interface. The atomic structure is a simulated model.
Doubt: the cutoff is far below the 930 eV that the study's wrapper takes by default for these files, so forces and energies are approximate.

Settings
functional: PBE
potential files: Ansatz PAW
basis: plane waves
wave-function cutoff: 580 eV
density cutoff ratio: 5
exchange-correlation grid ratio: 1
k mesh: 1 x 1 x 1, Gamma-centred
self-consistency stop: 5e-08 eV per atom in the density residual
occupations: fixed
spin: none
net charge: -1 e, with a uniform compensating background and no finite-size correction

Cell vectors (angstrom)
a	10.938	0	0
b	0	10.938	0
c	0	0	31.5432

Atoms and the computed forces on them: element, x, y, z (angstrom), force x, y, z (eV/angstrom)
Si	10.4212	0.5707	24.4046	0.0232	-0.0175	-0.0597
Si	6.0473	10.5045	24.1864	0.0061	-0.0129	-0.0612
Si	2.1341	3.2563	24.1213	0.0166	-0.0078	-0.06
Si	8.6952	2.2419	24.3696	0.0132	0.0321	-0.0608
Si	0.5007	5.0529	24.1993	-0.0091	0.0039	-0.0507
Si	5.0625	5.9204	24.2596	-0.0099	-0.0435	-0.0566
Si	3.4115	7.6623	24.2263	-0.0143	0.0106	-0.0636
Si	7.8325	8.8283	24.0289	-0.0103	0.0295	-0.0386
Si	1.3515	1.4746	25.4736	-0.0077	0.0146	-0.0123
Si	6.9406	1.2511	25.5812	-0.0308	-0.0202	0.0129
Si	4.0369	4.1033	25.3465	-0.0032	0.0045	-0.0082
Si	9.6598	4.0987	25.4415	0.0038	-0.0063	-0.0082
Si	1.4905	6.8281	25.385	0.0033	-0.01	-0.0082
Si	6.8814	7.0053	25.3297	0.0304	0.0219	0.0189
Si	4.2884	9.5129	25.4338	0.0216	0.0347	0.0139
Si	9.4716	9.6652	25.5203	0.0019	-0.0226	0.0061
Si	2.7982	0.0056	26.6503	0.0029	-0.022	0.0697
Si	8.0504	-0.1984	27.1181	0.1922	0.2011	-0.4098
Si	-0.0094	2.7404	26.9318	-0.0183	-0.0182	-0.1721
Si	5.4509	2.7174	26.6711	0.0087	0.013	0.0651
Si	2.781	5.4663	26.8511	0.015	0.0162	-0.1259
Si	8.2268	5.5368	26.6378	-0.0209	0.0005	0.0725
Si	0.0227	8.2169	26.6572	-0.0161	0.0063	0.0663
Si	5.7249	8.3743	26.9897	-0.3647	-0.3665	-0.4832
Si	4.1669	1.3118	28.0923	0.0039	-0.0162	-0.0262
Si	9.5326	1.3076	28.1947	-0.0095	-0.0129	0.2945
Si	1.3903	4.1163	28.2128	0.012	0.0227	0.2283
Si	6.8347	4.1334	28.025	-0.0004	0.0086	-0.0561
Si	4.2106	6.8785	28.12	0.0512	0.0095	0.1462
Si	9.5471	6.9019	28.0724	0.0078	0.0081	-0.0341
Si	1.3932	9.5913	28.047	0.0125	-0.0042	-0.0532
B	6.8473	9.5296	28.1829	0.1087	0.1733	0.929
Si	0.037	-0.0174	29.5122	-0.0279	0.007	-0.0299
Si	5.6203	-0.158	29.3319	0.0092	-0.0418	-0.137
Si	2.7884	2.6888	29.5035	-0.0056	0.0056	-0.0398
Si	8.1752	2.7584	29.4602	0.005	-0.0225	-0.0223
Si	-0.032	5.5218	29.4779	-0.0006	-0.0044	-0.0374
Si	5.5033	5.4608	29.4939	0.0061	0.0196	-0.0196
Si	2.7608	8.2137	29.4354	-0.0009	0.027	-0.0073
Si	8.0849	8.3338	29.363	-0.0219	-0.0171	-0.1155
Si	1.3954	1.3555	30.8788	-0.0137	0.0174	0.008
Si	6.8014	1.3327	30.7675	0.0545	-0.0251	0.0023
Si	4.1276	4.0863	30.8605	-0.0101	0.0123	0.0093
Si	9.5504	4.1212	30.8172	0.0166	-0.0099	0.0044
Si	1.3718	6.8647	30.8078	0.0147	-0.0159	0.0023
Si	6.8823	6.8586	30.8219	-0.0416	0.0119	0.0051
Si	4.1416	9.5939	30.775	0.018	-0.0428	0.0066
Si	9.5528	9.5361	30.8198	-0.014	0.0554	0.0021
Si	2.7753	-0.0334	0.6642	-0.0069	0.0118	-0.0096
Si	8.182	0.0067	0.6248	0.0032	0.0057	-0.0007
Si	-0.0277	2.7506	0.6465	-0.0016	-0.011	0.0104
Si	5.4832	2.6831	0.6579	-0.0211	0.0051	-0.0109
Si	2.7115	5.4786	0.6384	0.0113	-0.0001	0.0142
Si	8.2135	5.4617	0.6736	0.006	0.009	-0.0128
Si	0.0068	8.1861	0.6603	-0.0139	-0.0131	-0.0129
Si	5.4616	8.2097	0.6313	0.0029	0.0005	-0.0023
Si	4.1173	1.3342	2.0436	-0.0015	0.0016	0.0329
Si	9.5238	1.3774	1.9987	0.0262	-0.0242	0.0264
Si	1.3226	4.1314	2.0216	0.0173	-0.0182	0.0088
Si	6.8514	4.0533	2.0217	-0.0126	0.0109	0.0355
Si	4.0749	6.8597	1.9942	0.0239	-0.0206	0.0252
Si	9.6033	6.8019	2.0388	-0.0149	0.0107	0.0198
Si	1.3824	9.5475	2.0263	0.0051	0.0116	0.0329
Si	6.8249	9.5725	2.0235	-0.0056	-0.001	-0.0139
Si	-0.041	-0.0091	3.3158	-0.0766	-0.0058	-0.1685
Si	5.4693	-0.0236	3.4658	0.0017	-0.0054	0.034
Si	2.694	2.7218	3.3228	-0.0355	-0.0107	-0.2109
Si	8.1891	2.6932	3.4686	0.0005	-0.0274	0.0294
Si	-0.0189	5.4604	3.4975	-0.0023	0.0022	0.0529
Si	5.448	5.4605	3.2981	-0.0087	0.0435	-0.2077
Si	2.7357	8.1911	3.455	0.0088	-0.0066	0.0246
Si	8.2199	8.1831	3.3497	0.0371	0.0147	-0.1139
Si	1.2855	1.369	4.6406	0.0222	-0.0079	0.1312
Si	6.8387	1.3027	4.8951	0.0095	0.0046	-0.062
Si	4.0587	4.1142	4.6087	0.0189	0.0022	0.1552
Si	9.5303	4.0583	4.8813	0.0043	0.0188	-0.0562
Si	1.3559	6.8649	4.8778	-0.0158	0.003	-0.0546
Si	6.8322	6.795	4.6439	-0.0038	-0.0059	0.1157
Si	4.1002	9.5565	4.8702	-0.0034	0.0002	-0.0613
Si	9.5733	9.5638	4.7139	0.0035	-0.0011	0.0692
Si	2.6091	0.0382	6.0749	-0.0002	0.0257	0.0304
Si	8.2268	-0.1354	6.2453	0.0008	-0.0004	-0.0104
Si	-0.0217	2.6467	6.18	-0.0144	-0.006	-0.0008
Si	5.3731	2.7672	6.0459	-0.0255	0.0053	0.0241
Si	2.7492	5.4227	6.1149	0.0049	0.0049	-0.0126
Si	8.0887	5.4371	6.1537	-0.0037	0.0171	0.0117
Si	-0.009	8.2922	6.2116	-0.0138	0.003	0.0103
Si	5.5606	8.1403	6.127	-0.0014	-0.01	-0.0058
Si	3.4677	1.9382	7.1481	0.0479	-0.0534	0.0225
Si	10.0202	0.8263	7.4477	-0.0158	0.0067	0.0634
Si	1.772	3.6521	7.3288	-0.0109	0.0272	0.0741
Si	6.2042	4.5267	7.3579	0.0117	-0.0354	0.0485
Si	4.6318	6.3009	7.2331	-0.0114	0.0303	0.0587
Si	9.1517	7.1907	7.3006	0.025	-0.0191	0.0354
Si	0.8859	10.1531	7.4949	0.0274	-0.0096	0.05
Si	7.4017	8.8859	7.464	-0.0029	0.003	0.0482
O	4.5482	6.5985	8.8669	0.0244	-0.0197	-0.0403
O	1.4095	3.9799	8.933	0.0025	-0.0248	-0.0627
O	9.7246	6.5494	8.7321	-0.0139	0.012	-0.0315
O	1.2998	10.0988	9.136	-0.0305	0.0111	-0.0461
O	6.0802	4.2232	9.009	-0.0043	0.024	-0.0422
O	3.7149	1.5921	8.7375	-0.02	0.0283	-0.0102
O	7.1207	8.9639	9.1226	0.0201	-0.0181	-0.0398
O	9.6462	1.0825	9.0574	0.0296	-0.0105	-0.0492
O	8.1977	2.508	22.8042	0.0106	-0.0208	0.0512
O	10.9835	5.5333	22.667	0.0082	-0.0187	0.0388
O	5.6153	0.104	22.6716	0.0126	-0.0122	0.0297
O	5.3247	5.4466	22.6788	-0.016	0.0219	0.0576
O	2.1722	2.8227	22.5032	-0.009	0.0254	0.0537
O	3.3544	7.9082	22.5658	0.0303	-0.0142	0.0597
O	8.3897	8.728	22.4379	-0.0157	0.0003	0.0273
O	-0.1892	11.1783	22.8146	-0.0238	0.0169	0.0442
Si	2.1513	2.9703	12.893	0.0016	-0.0135	-0.0113
Si	8.6825	1.3037	10.3429	-0.0172	0.0112	-0.0015
Si	1.0647	4.4963	15.3613	-0.0004	-0.0004	0.0171
Si	7.541	5.575	12.2008	-0.0036	0.007	-0.0243
Si	2.4346	8.1887	21.2634	-0.0176	0.0056	0.0119
Si	5.4144	7.7874	12.4634	0.0009	0.0004	-0.0156
Si	9.2706	0.4517	15.5012	-0.0071	-0.0079	0.0158
Si	2.9187	-0.0469	16.6824	-0.0061	0.0034	0.0202
Si	10.4616	1.1565	12.6037	0.0123	-0.0049	-0.014
Si	7.7586	2.8235	21.2893	0.003	0.0125	0.0008
Si	9.1344	8.7798	14.4559	-0.0159	0.0095	-0.0009
Si	1.4711	4.7758	10.3496	0.0077	0.0071	0.0036
Si	4.4891	9.479	19.1669	0.0049	0.004	0.0452
Si	11.0903	6.0992	21.1507	0.0004	0.007	0.0187
Si	6.6183	10.4435	14.8512	0.0092	0.0025	0.0003
Si	5.389	0.7308	21.2031	-0.0193	-0.0029	0.0266
Si	2.3389	9.8093	10.3669	0.0126	-0.0052	-0.011
Si	0.4188	10.6337	21.4353	0.0129	-0.0091	0.0194
Si	5.8549	5.2631	21.1717	0.0128	-0.0002	-0.0015
Si	3.6393	7.0843	10.0965	-0.0242	0.0052	-0.0097
Si	9.0428	5.6805	14.8463	0.0095	0.0049	0.0139
Si	3.6614	4.0867	19.1279	-0.0053	0.0043	0.0366
Si	10.0321	3.6647	19.3635	0.0036	-0.0008	0.0476
Si	4.2581	8.6626	15.3626	-0.0035	0.0103	0.0173
Si	0.4506	1.9166	17.1847	0.002	-0.0048	0.0329
Si	6.8039	7.5339	19.2661	0.0003	0.0041	0.0493
Si	5.2572	3.6226	16.7623	-0.0007	0.0046	0.0349
Si	7.7911	5.0124	17.5481	-0.0043	-0.007	0.0407
Si	6.6639	9.9173	10.3613	-0.0211	0.0187	-0.0086
Si	4.372	1.056	10.0899	0.0071	-0.0029	-0.0287
Si	-0.0323	9.0837	11.8973	-0.0086	0.0111	-0.0195
Si	9.1097	8.6305	20.9713	0.001	-0.0039	0.0321
Si	4.5507	1.6651	14.5944	0.0011	-0.0055	0.0025
Si	2.4434	2.0901	21.0805	0.0111	-0.0118	0.0212
Si	6.3239	3.3439	10.3543	0.0119	-0.0177	-0.0098
Si	3.4317	5.9125	16.75	-0.0026	-0.0004	0.0289
Si	9.8732	6.5353	10.3402	-0.002	0.0029	-0.0046
O	0.1066	2.6166	18.6135	-0.0062	0.0045	-0.0218
O	2.9299	9.632	15.5943	0.0035	-0.0057	0
O	10.8798	4.8155	20.1559	0.0036	0.012	-0.0167
O	7.5686	2.3974	9.9297	0.0058	0.0092	0.0307
O	10.918	5.3382	10.7836	0.0036	0.0007	0.0111
O	6.5894	6.7293	12.866	0.0011	0.0007	0.006
O	10.3197	8.0575	10.7766	-0.0024	-0.0128	0.01
O	7.6691	9.4565	13.9983	0	-0.0049	0.0055
O	8.415	6.2119	10.9869	0.0105	0.0015	0.0117
O	5.3638	10.4834	20.0933	-0.0005	0.0124	-0.0138
O	2.1566	3.7407	11.4395	-0.0073	0.0169	-0.005
O	7.9883	8.5395	19.776	0.0098	-0.0022	-0.0173
O	6.2175	6.7244	20.5554	-0.0076	-0.012	-0.0174
O	5.504	2.7134	15.4283	0.0019	-0.0017	-0.0076
O	1.2842	0.9427	20.7587	-0.0006	-0.0057	-0.0186
O	6.0602	9.0481	11.6195	0.0071	0.0156	-0.0023
O	4.6151	4.9836	16.1243	-0.0004	-0.0007	-0.009
O	6.5988	3.9062	17.6465	0.0033	0.0028	-0.0234
O	10.5237	10.6627	11.8215	0.0011	-0.006	0.0143
O	5.5815	0.4987	14.0031	-0.0012	-0.0007	0.0078
O	8.0395	5.0848	15.9528	0.0015	-0.0014	-0.0131
O	9.7402	9.8126	15.5777	0.0043	-0.0025	-0.0079
O	-0.3907	5.1544	15.1212	-0.0089	0.0012	-0.0028
O	1.5992	6.8293	20.8666	-0.0004	0.0014	-0.0198
O	1.5059	0.6395	17.1986	-0.0015	0.0009	-0.0175
O	6.5949	1.77	20.8223	0.0061	0.0054	-0.0194
O	1.0071	1.7933	12.837	-0.0048	-0.003	0.013
O	3.2498	5.4967	18.343	0.0037	0.0002	-0.0196
O	9.5286	2.005	11.5704	-0.0172	-0.0034	-0.0041
O	1.0046	3.1035	16.2086	0.0004	0.0025	-0.0149
O	8.5695	5.1308	13.3881	-0.011	-0.0003	-0.0019
O	10.2795	8.5703	13.3082	0.0115	-0.0016	-0.004
O	1.4485	9.4043	21.6986	-0.003	0.005	-0.0312
O	10.0775	9.9403	20.6338	0.0027	0.0001	-0.0178
O	3.1673	0.2183	10.8599	0.004	0.0019	0.0168
O	5.0596	2.3731	10.8097	-0.0039	-0.0068	0.0146
O	1.746	4.144	13.9355	0.0005	-0.0051	-0.0003
O	7.9277	10.8554	10.8313	-0.0078	-0.0017	0.0114
O	9.1276	4.4602	18.2672	0.0052	-0.0058	-0.0179
O	5.6412	9.4881	15.7721	-0.0028	-0.0038	-0.008
O	5.5299	-0.0283	9.756	0.0076	-0.0033	0.0133
O	3.5893	2.3025	13.4055	-0.0073	0.0062	0.007
O	1.9761	5.6422	16.0693	0.0001	-0.0035	-0.0131
O	9.7057	1.0517	14.0421	0.0084	0.0068	-0.01
O	4.4007	6.9421	11.5192	-0.0071	-0.0032	-0.0006
O	4.7413	4.5013	20.2632	0.0172	0.0086	-0.0093
O	9.9576	1.3313	16.6586	0.0022	-0.0002	-0.015
O	6.6679	4.3145	11.6323	-0.0038	-0.0115	0.0019
O	5.5906	8.4058	18.5955	-0.0032	0	-0.0181
O	9.0855	2.7512	20.3323	-0.0191	-0.0029	-0.0128
O	3.6052	1.1274	15.8005	0.0019	0.0046	-0.0062
O	4.225	3.0836	17.9334	-0.0027	-0.0061	-0.0167
O	9.9421	7.2255	20.9034	0.0039	-0.0033	-0.0264
O	3.3534	8.6643	9.8123	-0.0009	-0.0026	0.0204
O	3.9338	7.4193	16.3749	0.0023	0.0032	-0.0161
O	7.6363	0.4734	15.7072	0.0005	0.0031	-0.005
O	8.9201	7.2951	15.042	0.0009	-0.0023	-0.0035
O	3.9256	1.4317	21.1495	0.0087	0.0002	-0.025
O	1.5926	9.1392	11.6815	0.0031	0.0082	0.0038
O	2.3151	6.1581	10.1835	0.008	-0.003	0.021
O	7.3551	6.4635	18.1539	-0.002	0.0063	-0.0193
O	7.2101	4.3569	21.1611	-0.0034	-0.0151	-0.0173
O	4.5463	8.2386	13.7931	0.0085	-0.0058	-0.0103
O	3.3454	8.6553	19.9934	-0.0082	-0.0086	-0.0118
O	2.4897	3.237	19.891	-0.0032	-0.0097	-0.0154
O	3.7407	10.3522	17.9922	0.0053	-0.0038	-0.0155

Results
free energy: -130700.281 eV
free energy less fixed offsets of B -154.04, O -568.88, Si -635.61 eV per atom: 2.439 eV

The program warned: the cutoff lies below the one the program advises for these potential files; the exchange-correlation potential is rough where the density is thin.
